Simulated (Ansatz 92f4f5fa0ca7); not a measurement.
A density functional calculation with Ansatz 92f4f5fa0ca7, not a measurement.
Periodic cell of 219 atoms, Si133O78N8, from a study of silicon, its oxide and their interface. The atomic structure is a simulated model.
Doubt: the cutoff is far below the 930 eV that the study's wrapper takes by default for these files, so forces and energies are approximate.

Settings: functional PBE; potential files Ansatz PAW; basis plane waves; wave-function cutoff 580 eV; density cutoff ratio 5; exchange-correlation grid ratio 1; k mesh 1 x 1 x 1, Gamma-centred; self-consistency stop 5e-08 eV per atom in the density residual; occupations fixed; spin none; net charge 0.

Cell vectors (angstrom)
a	10.938	0	0
b	0	10.938	0
c	0	0	31.3268

Atoms: element, x, y, z (angstrom)
Si	-0.1231	0.4211	24.0147
Si	5.7565	-0.3677	23.9816
Si	2.6424	2.9033	24.1251
Si	8.3494	2.4288	23.8159
Si	0.2504	4.9777	23.6631
Si	5.2198	5.706	23.732
Si	2.9452	8.0804	23.6387
Si	8.0119	8.379	23.823
Si	1.3758	1.4475	25.4448
Si	6.9026	1.2421	25.2534
Si	4.1581	4.2224	25.2581
Si	9.5127	4.0703	25.1016
Si	1.3467	6.7908	24.9051
Si	6.8735	6.7728	25.119
Si	4.0158	9.5472	25.1766
Si	9.5884	9.617	25.0996
Si	2.7446	-0.0225	26.6025
Si	8.2771	-0.0412	26.6048
Si	-0.0718	2.8147	26.6178
Si	5.5071	2.7204	26.5254
Si	2.6785	5.525	26.5237
Si	8.2111	5.4501	26.521
Si	0.0224	8.1738	26.4214
Si	5.4748	8.1756	26.5063
Si	4.1018	1.3673	27.9086
Si	9.5708	1.3673	27.9086
Si	1.3673	4.1018	27.9086
Si	6.8362	4.1018	27.9086
Si	4.1018	6.8362	27.9086
Si	9.5708	6.8362	27.9086
Si	1.3673	9.5708	27.9086
Si	6.8362	9.5708	27.9086
Si	0	0	29.2758
Si	5.469	0	29.2758
Si	2.7345	2.7345	29.2758
Si	8.2035	2.7345	29.2758
Si	0	5.469	29.2758
Si	5.469	5.469	29.2758
Si	2.7345	8.2035	29.2758
Si	8.2035	8.2035	29.2758
Si	1.3673	1.3673	30.6431
Si	6.8362	1.3673	30.6431
Si	4.1018	4.1018	30.6431
Si	9.5708	4.1018	30.6431
Si	1.3673	6.8362	30.6431
Si	6.8362	6.8362	30.6431
Si	4.1018	9.5708	30.6431
Si	9.5708	9.5708	30.6431
Si	2.7345	0	0.6835
Si	8.2035	0	0.6835
Si	0	2.7345	0.6835
Si	5.469	2.7345	0.6835
Si	2.7345	5.469	0.6835
Si	8.2035	5.469	0.6835
Si	0	8.2035	0.6835
Si	5.469	8.2035	0.6835
Si	4.1018	1.3673	2.0507
Si	9.5708	1.3673	2.0507
Si	1.3673	4.1018	2.0507
Si	6.8362	4.1018	2.0507
Si	4.1018	6.8362	2.0507
Si	9.5708	6.8362	2.0507
Si	1.3673	9.5708	2.0507
Si	6.8362	9.5708	2.0507
Si	0	0	3.418
Si	5.469	0	3.418
Si	2.7345	2.7345	3.418
Si	8.2035	2.7345	3.418
Si	0	5.469	3.418
Si	5.469	5.469	3.418
Si	2.7345	8.2035	3.418
Si	8.2035	8.2035	3.418
Si	1.2957	1.3979	4.8023
Si	6.8744	1.343	4.6429
Si	4.0199	4.1421	4.7972
Si	9.5462	4.1307	4.7685
Si	1.4695	6.7731	4.8722
Si	6.8398	6.8886	4.787
Si	4.1191	9.4858	4.7943
Si	9.5509	9.5752	4.8457
Si	2.6803	-0.062	6.0315
Si	8.0529	0.039	6.1569
Si	-0.1405	2.7449	6.2142
Si	5.5387	2.7478	5.8649
Si	2.7381	5.3344	6.4885
Si	8.2148	5.544	6.1248
Si	0.066	8.1754	6.1536
Si	5.4703	8.1203	6.2808
Si	4.2958	1.2241	7.0616
Si	8.9563	1.8213	7.4208
Si	0.943	4.1277	7.808
Si	6.7796	4.1244	7.3058
Si	4.5766	6.3801	7.7439
Si	9.8714	6.5921	7.4793
Si	1.3806	9.5948	7.5292
Si	6.4629	9.8869	7.556
N	5.7159	5.1238	8.3921
O	2.2104	-2.3079	8.5729
O	1.5346	3.9703	23.5784
N	6.5293	9.176	23.2268
N	0.8468	10.4918	20.2876
O	-1.3145	1.4265	23.4553
N	5.1838	0.0836	8.1064
O	-0.109	5.3897	8.1559
O	9.2826	7.5196	8.6962
O	0.5761	10.6868	8.465
O	4.187	7.095	9.207
N	1.2987	3.1184	9.2926
O	3.4886	2.4722	7.8369
O	7.8958	3.0195	7.9031
O	7.2675	9.2805	8.8836
N	15.2871	7.1399	23.0647
O	5.6704	4.6896	22.5027
O	7.649	2.9489	22.4032
O	13.2348	-2.0137	22.3242
O	8.8666	7.8219	22.4765
O	3.2666	2.2334	22.7738
Si	8.5634	8.6246	9.6432
Si	2.6323	7.0494	12.5554
Si	11.4714	3.2954	15.8324
Si	1.8994	-0.5333	21.6696
Si	4.6836	11.0559	9.779
Si	12.3402	8.6413	15.064
Si	12.2805	-1.3397	18.8903
Si	8.0379	-3.3595	21.0734
Si	6.1636	0.4401	18.0353
Si	3.0016	2.7052	9.3699
Si	16.1302	4.5102	9.9586
Si	10.1799	0.0857	17.6681
Si	10.6475	-10.0391	20.2926
Si	10.9542	14.8011	20.7702
Si	16.4582	-2.8098	22.1992
Si	-1.6646	7.9081	14.799
Si	12.2039	6.9587	17.6328
Si	13.0372	4.3007	18.4815
Si	-2.5485	4.9726	19.485
Si	7.1831	13.1014	13.8503
Si	14.9548	2.4865	17.3074
Si	8.4106	10.3603	19.7411
Si	3.2135	8.2762	9.8037
Si	7.9627	-0.2973	15.6121
Si	5.4286	6.1072	12.8024
Si	12.6626	11.3979	16.2473
Si	4.8244	3.7354	14.6991
Si	8.2122	-4.1296	12.2161
Si	17.3569	3.6161	21.5202
Si	20.4583	-5.5138	16.7008
Si	10.415	0.1855	9.5872
Si	15.0531	9.9845	19.9871
Si	4.3308	1.4431	21.8526
Si	19.7682	14.588	11.911
Si	11.5434	2.6628	10.8374
Si	6.5764	12.9173	11.0022
Si	13.1424	3.8909	13.1801
O	3.5184	1.2814	10.0738
O	10.8565	17.0363	17.3343
O	19.0577	-8.4188	10.9476
O	11.0983	2.2505	21.0927
O	8.6805	6.4695	20.0967
O	9.6433	4.0149	19.8343
O	18.6087	11.6331	14.3463
O	4.1523	3.6711	16.1803
O	16.2227	16.128	14.1446
O	-1.5391	-1.0905	18.522
O	8.4499	5.2399	11.7794
O	5.285	2.5133	21.0329
O	6.5604	7.0525	21.5386
O	6.8055	-4.02	13.0121
O	1.1873	3.9044	14.4629
O	13.3333	5.8846	18.1601
O	10.7184	4.8619	22.0632
O	9.6161	-1.1411	10.1177
O	16.4149	-9.0556	17.7213
O	5.0814	-0.4806	18.7937
O	6.1721	12.9917	12.571
O	0.6877	1.6471	15.7073
O	18.3206	0.5306	19.1159
O	7.7672	-1.9379	20.3181
O	8.1806	9.1038	15.0945
O	6.1831	2.8463	14.9321
O	10.3639	3.6195	11.406
O	-0.9592	3.9986	15.978
O	11.1178	11.9992	10.7887
O	9.3018	0.3327	16.3285
O	5.4263	0.646	22.7389
O	8.0815	7.7907	10.9377
O	9.2513	0.2405	20.8832
O	9.3656	1.1872	8.8735
O	10.7091	8.6004	15.1336
O	9.3319	7.4172	13.2344
O	13.1859	5.4525	12.6492
O	12.9159	10.2013	15.1211
N	3.3882	0.2385	21.0376
O	11.7207	8.0629	18.737
O	13.2899	7.6744	11.0601
O	3.3944	3.2947	18.5968
O	1.2897	-7.2741	17.2184
O	5.8551	13.9603	10.0006
O	12.2756	4.2832	19.9194
O	13.8617	9.2849	19.1351
O	12.7045	2.8579	11.986
O	10.2943	1.3512	18.7261
O	4.0853	9.6007	10.2511
O	3.1053	1.2125	16.7458
O	14.5391	4.1211	9.9566
O	12.8002	7.9539	13.6603
N	11.8259	10.5309	17.4879
O	11.9081	11.1049	22.8029
O	6.6995	-0.2581	16.6556
O	8.9293	6.555	15.6679
O	19.312	5.1117	17.845
O	12.8526	18.6565	16.3239
O	4.2352	7.2003	12.797
O	8.4687	3.1184	13.4347
O	6.0829	0.4822	10.5779
O	15.7922	8.9211	20.9597
O	5.4944	5.3051	11.3591
O	14.5953	3.2812	13.6383
O	7.043	4.3181	20.1646

Results
free energy: -131991.594 eV
free energy less fixed offsets of N -385.13, O -568.88, Si -635.61 eV per atom: -1.784 eV

Forces (eV/angstrom), in the order of the atoms: element, x, y, z
Si	0.0013	0.0063	-0.0037
Si	0.0115	-0.0124	-0.0106
Si	-0.0205	0.0036	-0.0093
Si	0.0178	0.0106	-0.0043
Si	-0.0044	0.0021	0.0111
Si	-0.0052	0.0032	-0.033
Si	0.0049	-0.014	-0.0247
Si	-0.0296	0.0048	-0.019
Si	-0.0029	0.0053	-0.0024
Si	0.0001	-0.0003	0.0072
Si	-0.0045	-0.0033	0.0125
Si	0.007	-0.0066	-0.0058
Si	-0.0079	-0.004	-0.0011
Si	0.0166	-0.0006	0.015
Si	0.0041	0.0018	0.003
Si	0.0174	0.0033	0.0206
Si	-0.0031	0.0055	-0.0001
Si	-0.007	-0.0108	-0.0026
Si	0.0042	0.0006	-0.0082
Si	-0.0022	0.0043	0.0049
Si	0.0076	0.0039	-0.0021
Si	0.0002	0.0078	-0.0073
Si	-0.0018	0.0059	-0.0044
Si	-0.0009	0.0002	0.0079
Si	0.2031	0.1352	0.0391
Si	0.0932	0.0884	0.6254
Si	-0.1336	0.5152	0.2723
Si	0.2386	-0.1866	-0.0355
Si	-0.1405	0.1685	-0.0772
Si	0.1959	0.0166	-0.4982
Si	-0.2047	-0.45	-0.1255
Si	-0.0575	-0.261	-0.0134
Si	-0.0203	0.0538	-0.0052
Si	0.0428	0.0938	-0.0082
Si	0.0478	-0.0253	-0.0526
Si	-0.074	-0.0297	0.0532
Si	0.1237	0.0528	0.056
Si	-0.0643	-0.0848	-0.0645
Si	-0.0066	-0.0205	0.0125
Si	-0.039	0.0141	-0.0362
Si	0.0057	-0.0375	-0.0251
Si	0.0531	-0.02	-0.0043
Si	-0.0482	-0.0007	-0.0157
Si	-0.0076	-0.04	-0.0208
Si	-0.0049	-0.0051	0.0034
Si	0.0477	0.0101	-0.028
Si	-0.038	0.0107	-0.0271
Si	-0.0104	0.0442	-0.0119
Si	0.0294	0.0848	0.023
Si	-0.0485	0.0412	0.0192
Si	0.0197	-0.0318	-0.0002
Si	-0.0006	-0.0085	0.0188
Si	0.0028	-0.0018	0.0217
Si	-0.0347	-0.0287	0.031
Si	-0.0004	-0.0057	-0.0003
Si	0.0133	-0.0267	0.0002
Si	-0.0947	-0.1192	0.0772
Si	0.0163	0.0634	-0.0815
Si	-0.0187	-0.0762	-0.0309
Si	0.0032	-0.0836	0.0527
Si	0.0106	0.0446	-0.0569
Si	0.101	0.1095	0.061
Si	-0.0697	-0.051	0.1072
Si	0.019	0.0166	-0.0652
Si	-0.3486	0.0616	0.2119
Si	-0.2659	-0.5194	-0.317
Si	-0.425	0.1034	0.0998
Si	0.532	0.2001	-0.7079
Si	0.374	0.1052	0.2862
Si	-0.2446	0.2606	0.2975
Si	0.1592	-0.5308	-0.0009
Si	0.0617	0.3315	0.0198
Si	0.0072	-0.008	-0.0012
Si	-0.0001	0.0033	0.0005
Si	0.0059	-0.005	0.0028
Si	0.0098	0.0016	0.0047
Si	0.0001	-0.003	0.0037
Si	0.0068	-0.0006	0.004
Si	-0.0154	0.0061	0.0053
Si	0.0022	-0.0045	-0.0009
Si	0.0213	0.0047	-0.0035
Si	0.001	-0.001	-0.0088
Si	-0.0053	0.0095	-0.0086
Si	-0.0031	0.0007	-0.0033
Si	-0.0098	0.0041	-0.015
Si	-0.0043	0.0012	-0.0093
Si	0.0033	0.0063	-0.0002
Si	-0.0009	-0.0062	-0.015
Si	-0.0102	-0.0089	-0.0131
Si	0.0033	-0.0007	0.01
Si	0.0179	-0.0002	0.0232
Si	-0.0036	0.0078	0.0062
Si	0.0149	-0.0191	0.0077
Si	0.0167	-0.0115	0.0164
Si	-0.006	-0.007	0.0033
Si	-0.0021	0.0079	0.0172
N	-0.0066	-0.0019	0.0044
O	-0.0019	0.0047	-0.0021
O	0.0106	-0.0099	0.0038
N	-0.0021	-0.0112	-0.0041
N	0.0004	-0.002	-0.0027
O	-0.007	0.0042	-0.0014
N	-0.013	0.0098	0.0026
O	-0.0157	0.0148	-0.0101
O	0.0074	-0.0074	-0.012
O	0.0032	-0.0048	-0.0013
O	0.0005	0.002	0
N	-0.0087	-0.0018	-0.0006
O	-0.0024	0.0037	0.0082
O	-0.0035	0.0055	-0.0002
O	0.0087	-0.0035	0.0018
N	0.0055	0.012	-0.0003
O	-0.0035	0.0041	0.0071
O	-0.0008	-0.0003	-0.0031
O	-0.0019	0.0006	0.0038
O	0.0011	0.0001	0.0007
O	-0.0004	0.0011	0.0014
Si	-0.0111	0.0052	0.004
Si	0	-0.0006	0.0002
Si	0.0014	-0.0009	-0.0004
Si	-0.0025	0.0021	0.0053
Si	0.0065	-0.0025	-0.0029
Si	0.0001	0.0004	0.0002
Si	-0.0014	-0.0021	0.0016
Si	-0.0033	-0.0028	-0.0017
Si	-0.0003	0	-0.0005
Si	-0.0065	0.0027	-0.0094
Si	-0.0002	0.0034	-0.0019
Si	-0.0012	0.0007	-0.0011
Si	-0.004	-0.0001	0.0003
Si	0.0013	0.0011	-0.0009
Si	-0.0131	-0.0014	0.0055
Si	-0.0008	0.0019	-0.0003
Si	0.0006	0.0004	0.0013
Si	0.0003	0.0002	0.0007
Si	-0.001	-0.0012	-0.0006
Si	-0.0003	-0.0036	-0.0022
Si	-0.0015	0.0001	0.0007
Si	0.0016	0.0019	-0.001
Si	0.0011	0.001	0.0011
Si	-0.0004	-0.0016	-0.0005
Si	0.0024	0.0006	0.0006
Si	0.0004	-0.0015	0.0002
Si	-0.0019	0.002	-0.0019
Si	0.0003	0.0032	-0.0021
Si	0.0027	-0.0004	0.002
Si	0.0014	0.0006	-0.0012
Si	0.0045	0.0073	0.0037
Si	-0.0006	-0.0016	0.0005
Si	-0.0125	-0.0018	-0.0042
Si	-0.0035	0.0003	-0.0022
Si	0.0035	0.0012	-0.0047
Si	-0.0011	0.0013	-0.0007
Si	-0.0009	-0.0011	-0.0021
O	0.002	-0.0012	0.0002
O	-0.003	-0.0008	-0.0017
O	-0.0026	-0.001	0.001
O	-0.0002	0.0015	-0.0015
O	0.0001	0.0019	-0.0007
O	0.0004	-0.0002	-0.0016
O	-0.0013	0.0039	-0.0016
O	-0.0011	-0.0008	-0.0005
O	0.0009	0.0032	-0.0041
O	-0.0019	0	-0.0005
O	-0.0022	0.0052	0.0013
O	0.0017	-0.0005	-0.001
O	0.0029	0.0007	-0.0021
O	-0.0017	-0.0045	-0.0033
O	0.0019	0.0007	-0.0014
O	-0.0002	-0.0013	-0.0008
O	0.0009	-0.0014	-0.006
O	0.0024	0.001	-0.0016
O	0.0014	-0.0007	-0.0017
O	-0.0009	0	-0.0026
O	0.0035	-0.0012	-0.0026
O	-0.001	0.001	-0.0006
O	0.0002	-0.0004	-0.0007
O	-0.0002	-0.0007	-0.0013
O	0.0007	0	-0.0008
O	-0.0003	-0.0016	-0.0016
O	0.0043	0.0009	0.0029
O	-0.0016	0.0002	-0.0011
O	-0.004	-0.007	-0.0015
O	0.0013	0	0.0011
O	0.0038	-0.0039	0.002
O	0.0008	-0.0048	0.0059
O	-0.0005	-0.0004	-0.0011
O	-0.0046	0.0002	-0.0052
O	0.0009	0.0005	-0.0014
O	-0.0033	-0.0027	-0.0044
O	0.0004	0.0003	0.0008
O	-0.0001	0.0005	0.0011
N	0.0075	0.0072	0.003
O	-0.0004	0.0006	-0.0006
O	0.0006	0.0011	-0.0006
O	-0.0005	0.0011	-0.0009
O	-0.0009	-0.0005	-0.002
O	0.0011	-0.002	0.0011
O	-0.0004	-0.0005	-0.002
O	0.0003	0.0005	-0.0007
O	0.0028	0.0012	0.005
O	0.0008	0.0001	-0.0022
O	-0.0005	-0.0018	0.0009
O	-0.001	0.0002	-0.0019
O	0.003	0.0032	0.0018
O	0.0001	-0.0008	-0.0021
N	-0.0011	0.0024	-0.002
O	0.0041	-0.0027	-0.002
O	-0.001	0.0007	0.0006
O	-0.0002	-0.001	0.0008
O	-0.0011	-0.0004	0
O	0.001	0.0004	-0.0021
O	0.0026	-0.003	-0.0003
O	0.0003	0.0011	0.0011
O	-0.0014	0.0027	-0.0011
O	0.0046	-0.0005	0.0011
O	-0.0005	0	0.0006
O	-0.0007	0.0029	0.0009
O	0	-0.0003	-0.0028

The program warned: the cutoff lies below the one the program advises for these potential files; the forces do not sum to zero within the program's tolerance; the exchange-correlation potential is rough where the density is thin.
